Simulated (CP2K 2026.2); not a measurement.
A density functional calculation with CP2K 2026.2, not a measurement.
Periodic cell of 534 atoms, Si358O176, from a study of silicon, its oxide and their interface. The atomic structure is a simulated model.
Doubt: the forces sum to 2.31 eV/angstrom along one axis rather than to zero, so they err by at least 0.0043 eV/angstrom per atom on average; the grid cutoff is modest.

Settings: functional PBE; method Gaussian and plane waves; basis set DZVP-MOLOPT-SR-GTH; pseudopotentials GTH-PBE; grid cutoff 350 Ry, relative cutoff 50 Ry; k points Gamma only; occupations fixed; spin none; net charge 0.

Cell vectors (angstrom)
a 16.4025 0 0
b 0 16.4025 0
c 0 0 35.8248

Atoms and the computed forces on them: element, x, y, z (angstrom), force x, y, z (eV/angstrom)
Si 16.069 0.17 0.186 0.103 -0.115 -0.08
Si 2.041 3.322 0.109 -0.014 0.105 -0.17
Si 16.235 5.49 0.556 -0.141 0.102 -0.434
Si 2.267 8.405 0.295 0.149 -0.168 -0.04
Si 0.156 10.706 0.025 0.132 -0.097 -0.007
Si 3.012 13.477 0.058 -0.138 0.028 -0.037
Si 5.152 0.189 35.639 0.043 -0.34 0.041
Si 7.887 2.563 35.685 0.064 0.063 0.27
Si 5.753 4.876 0.314 -0.184 0.084 -0.231
Si 8.288 7.653 0.13 -0.346 -0.049 -0.106
Si 5.042 10.963 0.081 0.088 -0.049 0.071
Si 8.584 13.098 35.594 -0.22 -0.015 -0.141
Si 11.045 16.02 35.682 -0.01 -0.109 0.028
Si 13.787 2.372 35.747 -0.147 0.241 -0.094
Si 10.691 5.612 0.209 0.091 0.035 -0.252
Si 14.155 7.726 0.374 0.131 -0.389 -0.358
Si 10.709 10.825 0.192 0.008 -0.066 -0.095
Si 13.309 13.932 0.247 0.004 -0.082 -0.056
Si 1.235 1.436 1.4 -0.072 0.121 -0.152
Si 3.934 3.962 1.503 0.09 0.029 -0.131
Si 1.268 6.841 1.757 0.121 0.212 -0.243
Si 3.973 9.488 1.541 -0.198 -0.028 -0.2
Si 1.3 12.347 1.325 0.027 -0.133 -0.211
Si 4.01 15.135 1.397 0.158 -0.003 -0.155
Si 6.735 1.165 1.327 -0.166 0.108 -0.142
Si 9.497 3.861 1.28 -0.201 0.178 -0.282
Si 6.799 6.571 1.579 0.096 0.046 -0.26
Si 9.371 9.385 1.446 0.122 -0.046 -0.224
Si 6.802 12.181 1.19 -0.023 0.008 -0.218
Si 9.511 14.819 1.222 0.041 0.007 -0.171
Si 12.174 1.25 1.261 0.043 -0.14 -0.217
Si 14.793 3.965 1.519 0.056 -0.156 -0.327
Si 12.298 6.733 1.531 0.067 0.092 -0.156
Si 15.135 9.505 1.56 -0.012 -0.021 -0.171
Si 12.224 12.178 1.451 0.008 0.077 -0.206
Si 14.894 15.068 1.555 -0.126 0.015 -0.084
Si 16.274 2.693 2.859 -0.12 -0.103 0.18
Si 2.628 0.03 2.774 -0.14 0.015 -0.026
Si 16.373 8.219 3.065 0.035 0.123 0.268
Si 2.735 5.438 2.919 0.145 0.021 0.13
Si 16.325 13.652 2.766 0.064 -0.092 -0.01
Si 2.657 10.966 2.826 -0.044 0.118 0.073
Si 5.366 2.545 2.776 -0.173 -0.092 0.081
Si 8.15 16.221 2.648 0.181 0.018 0.008
Si 5.401 8.074 2.806 0.003 -0.005 -0.027
Si 8.219 5.24 2.836 0.083 -0.043 0.162
Si 5.494 13.683 2.648 0.03 -0.009 -0.068
Si 8.054 10.839 2.743 -0.008 0.062 0.018
Si 10.865 2.597 2.701 0.054 0.041 0.038
Si 13.514 0.017 2.839 0.142 0.134 0.094
Si 10.889 8.147 2.812 0.002 -0.045 0.053
Si 13.532 5.337 2.926 -0.08 0.007 0.154
Si 10.837 13.568 2.775 -0.007 -0.079 0.052
Si 13.652 10.872 2.806 0.012 -0.003 -0.031
Si 1.293 4.068 4.21 0.018 -0.073 -0.1
Si 4.015 1.279 4.208 0.197 -0.003 0.014
Si 1.368 9.62 4.311 -0.023 -0.039 -0.098
Si 4.094 6.79 4.261 -0.087 -0.075 0.045
Si 1.297 15.02 4.13 -0.048 0.057 0.074
Si 4.111 12.337 4.11 -0.129 -0.048 -0.151
Si 6.759 3.944 4.167 0.067 0.081 -0.113
Si 9.498 1.234 4.067 -0.02 -0.01 -0.044
Si 6.745 9.485 4.15 0.036 0.055 0.08
Si 9.55 6.726 4.175 0.017 -0.1 -0.082
Si 6.819 14.961 4.125 -0.04 -0.067 -0.036
Si 9.464 12.198 4.132 0.01 0.117 -0.08
Si 12.157 3.958 4.21 0.133 0.074 -0.018
Si 14.935 1.319 4.239 -0.02 0.118 -0.109
Si 12.259 9.527 4.172 -0.071 0.007 0.05
Si 14.946 6.756 4.253 -0.039 0.107 0
Si 12.197 14.974 4.166 -0.016 -0.015 -0.086
Si 15.001 12.273 4.16 0.021 -0.042 0.049
Si 0.03 0.023 11.036 -0.01 -0.024 0.006
Si 2.753 2.758 11.027 -0.027 0.005 0.009
Si 0.024 5.507 11.011 -0.049 0.001 0.003
Si 2.752 8.238 11.016 -0.016 -0.026 0.01
Si 0.029 10.956 11.009 -0.009 -0.04 0.004
Si 2.755 13.683 11.021 -0.021 -0.007 0.006
Si 5.48 16.4 11.004 -0.006 -0.028 -0.002
Si 8.196 2.731 11.005 0.003 -0.019 -0.007
Si 5.466 5.481 11.029 0.004 -0.008 0.008
Si 8.199 8.205 11.026 -0.004 0.002 0.004
Si 5.471 10.949 11.022 -0.035 -0.005 0.009
Si 8.201 13.663 11.004 -0.02 0 -0.003
Si 10.936 16.401 11.006 -0.007 -0.001 -0.003
Si 13.681 2.75 11.013 -0.016 -0.014 0.001
Si 10.942 5.477 11.003 -0.008 -0.013 -0.007
Si 13.694 8.23 11.002 -0.002 -0.037 -0.004
Si 10.941 10.944 11.022 -0.006 -0.014 0.002
Si 13.694 13.681 11.019 -0.019 -0.015 -0.008
Si 1.41 1.395 12.409 0.001 0.025 0.003
Si 4.103 4.136 12.416 0.006 -0.004 0.017
Si 1.388 6.886 12.391 0.029 -0.001 -0.006
Si 4.104 9.609 12.409 0.039 0.007 -0.009
Si 1.406 12.311 12.388 -0.021 0.024 -0.007
Si 4.133 15.046 12.384 0.006 0.031 -0.012
Si 6.842 1.366 12.372 -0.005 0.03 -0.007
Si 9.563 4.119 12.352 0.045 0.012 -0.022
Si 6.827 6.858 12.405 -0.009 -0.012 0.001
Si 9.571 9.582 12.389 -0.013 -0.04 0.012
Si 6.835 12.322 12.387 0.064 0.003 -0.006
Si 9.568 15.038 12.363 0.011 0.002 -0.009
Si 12.315 1.374 12.361 -0.005 0.009 0
Si 15.062 4.14 12.364 0.054 0.029 -0.022
Si 12.33 6.856 12.346 0.014 0.021 -0.012
Si 15.08 9.59 12.375 -0.015 0.035 0.01
Si 12.333 12.312 12.381 0.036 0.034 0.007
Si 15.077 15.046 12.391 0.013 0.037 0.002
Si 0.051 2.813 13.74 -0.085 0.013 0.013
Si 2.821 0.037 13.76 0.007 -0.061 -0.011
Si 0.069 8.282 13.78 -0.023 -0.076 0.012
Si 2.75 5.547 13.785 -0.065 0.043 0.003
Si 0.073 13.692 13.753 0.007 -0.027 -0.006
Si 2.773 10.994 13.809 -0.026 -0.027 0.033
Si 5.507 2.756 13.742 0.014 -0.024 -0.019
Si 8.207 16.4 13.736 0.062 -0.014 0.008
Si 5.473 8.254 13.776 -0.012 -0.02 -0.011
Si 8.226 5.492 13.741 0.011 -0.001 0.018
Si 5.489 13.694 13.774 -0.023 0.04 0.022
Si 8.209 10.971 13.75 -0.057 0.042 -0.012
Si 10.945 2.763 13.695 -0.039 0.024 -0.012
Si 13.715 0.041 13.729 -0.007 -0.061 0.026
Si 10.979 8.217 13.718 0.043 -0.043 -0.001
Si 13.723 5.537 13.721 -0.051 -0.01 0.012
Si 10.967 13.706 13.72 -0.022 0.009 -0.007
Si 13.736 10.964 13.741 0.03 -0.04 -0.023
Si 1.387 4.186 15.157 0.054 -0.003 0.055
Si 4.2 1.391 15.151 -0.007 0.072 0.061
Si 1.414 9.654 15.213 0.017 0.059 0.066
Si 4.084 6.947 15.174 0.053 -0.04 0.053
Si 1.486 15.043 15.1 -0.038 0.037 -0.035
Si 4.146 12.361 15.196 0.032 0.015 0.044
Si 6.865 4.125 15.105 -0.051 -0.004 0.01
Si 9.584 1.392 15.052 0.022 -0.022 -0.003
Si 6.837 9.633 15.139 0.056 -0.019 0.034
Si 9.619 6.858 15.09 -0.03 -0.011 -0.032
Si 6.855 15.056 15.148 -0.047 -0.027 0.028
Si 9.606 12.346 15.078 0.042 0.033 0.006
Si 12.322 4.156 15.017 0.029 0.014 -0.014
Si 15.079 1.446 15.074 0.083 0.079 -0.045
Si 12.362 9.584 15.067 -0.013 -0.014 0.013
Si 15.097 6.906 15.112 0.042 0.06 0.01
Si 12.344 15.074 15.085 0.017 0.039 -0.01
Si 15.118 12.325 15.12 -0.035 0.022 0.044
Si 0.131 0.084 16.332 0.027 -0.081 0.053
Si 2.841 2.822 16.451 -0.032 -0.03 0.152
Si 0.021 5.58 16.551 -0.053 0.025 -0.031
Si 2.784 8.345 16.653 -0.046 0.004 0.021
Si 0.084 11.061 16.612 0.024 -0.082 0.061
Si 2.842 13.773 16.601 0.005 0.006 0
Si 5.57 0.045 16.594 0.036 -0.069 -0.021
Si 8.213 2.707 16.449 0.085 0.052 0.021
Si 5.508 5.546 16.424 -0.049 -0.015 0.15
Si 8.309 8.303 16.415 -0.123 -0.014 0.075
Si 5.495 10.983 16.587 -0.011 0.109 -0.002
Si 8.248 13.681 16.474 0.053 0.014 0.057
Si 11.001 0.098 16.414 -0.12 0.038 0.093
Si 13.686 2.846 16.395 -0.072 0.013 0.01
Si 10.982 5.463 16.438 0.105 -0.028 0.111
Si 13.754 8.292 16.474 -0.044 -0.042 0.123
Si 11.011 10.979 16.384 0.042 -0.033 0.054
Si 13.718 13.689 16.424 0.11 -0.04 0.021
Si 1.505 1.385 17.753 0.152 -0.04 -0.095
Si 4.189 4.2 17.865 0.039 0.133 -0.087
Si 1.341 6.985 17.972 0.024 0.075 -0.018
Si 4.114 9.773 18.117 -0.039 -0.147 0.118
Si 1.468 12.48 18.028 -0.013 -0.122 -0.009
Si 4.254 15.1 18.026 -0.157 0.018 0.105
Si 6.98 1.385 17.983 -0.027 -0.012 0.144
Si 9.634 4.007 17.772 0.058 -0.168 -0.041
Si 6.922 6.937 17.71 -0.099 0.025 -0.279
Si 9.702 9.653 17.799 -0.011 -0.003 -0.051
Si 6.989 12.258 17.915 0.093 -0.073 0.033
Si 9.618 15.137 17.743 0.018 0.047 -0.22
Si 12.334 1.527 17.79 -0.034 0.102 -0.067
Si 14.97 4.202 17.827 -0.129 0.136 0.058
Si 12.383 6.854 17.767 0.092 -0.103 -0.081
Si 15.039 9.708 17.942 -0.01 -0.01 -0.011
Si 12.363 12.287 17.791 0.057 -0.083 -0.102
Si 15.135 15.149 17.62 0.109 -0.006 -0.256
Si 16.389 2.723 18.907 0.021 -0.084 0.254
Si 2.909 0.208 19.361 -0.074 -0.099 0.225
Si 16.31 8.33 19.381 -0.245 -0.063 0.255
Si 2.758 5.602 19.236 0.091 -0.161 0.289
Si 0.05 14.001 19.156 0.075 0.218 0.223
Si 2.731 11.226 19.664 -0.101 0.071 0.286
Si 5.652 2.882 19.275 -0.006 0.097 0.202
Si 8.488 0.033 19.35 -0.029 -0.152 0.315
Si 5.694 8.298 19.2 0.049 -0.065 0.152
Si 8.353 5.545 18.918 -0.138 0.095 0.331
Si 5.746 13.686 19.291 -0.096 0.019 0.153
Si 8.419 10.892 19.337 0.037 0.058 0.241
Si 10.961 2.748 19.344 0.033 -0.08 0.193
Si 13.774 0.086 18.905 0.144 0.098 0.226
Si 11.098 8.271 19.074 0.01 -0.008 0.363
Si 13.573 5.519 19.32 0.098 0.094 0.277
Si 10.981 13.729 18.96 -0.098 -0.043 0.268
Si 13.683 11.087 19.372 -0.092 -0.049 0.308
Si 1.407 3.922 20.259 -0.102 0.147 -0.147
Si 3.94 2.043 20.685 0.092 0.04 -0.057
Si 1.032 9.772 20.932 0.145 -0.041 -0.315
Si 4.519 6.717 20.436 0.088 -0.095 -0.101
Si 1.167 15.604 20.631 -0.103 0.12 -0.153
Si 4.529 12.538 20.946 0.008 -0.015 -0.566
Si 6.898 4.588 20.448 0.182 -0.124 -0.034
Si 10.301 0.868 20.796 -0.078 0.111 0.213
Si 7.494 9.049 20.631 0.192 -0.055 -0.056
Si 9.723 6.825 20.284 0.124 -0.062 -0.075
Si 7.357 14.821 20.647 -0.025 0.271 0.075
Si 9.59 12.652 20.507 -0.005 -0.147 0.023
Si 11.833 4.504 20.692 -0.162 0.106 -0.119
Si 15.225 1.241 20.335 0.027 0.07 -0.009
Si 12.482 9.365 20.66 0.162 0.205 -0.276
Si 14.682 7.121 20.716 0.013 -0.082 -0.215
Si 12.455 15.066 20.135 0.079 -0.054 0.39
Si 14.764 13.013 20.42 -0.555 0.072 0.016
Si 13.574 2.84 22.655 -0.001 -0.318 -0.054
Si 7.182 4.973 23.451 0.153 -0.169 0.232
Si 4.014 9.024 24.789 0.007 -0.136 0.324
Si 12.773 12.364 27.403 0.025 0.051 0.067
Si 4.739 15.833 25.065 0.14 0.048 0.317
Si 3.17 14.624 22.829 -0.042 0.098 0.313
Si 9.928 0.624 23.907 -0.02 -0.176 0.394
Si 7.261 16.124 23.504 0.15 0.059 0.311
Si 7.759 2.321 24.806 -0.002 -0.155 0.152
Si 8.22 7.31 25.314 -0.012 -0.066 0.176
Si 15.595 15.258 24.986 -0.079 0.238 0.229
Si 3.404 13.289 25.487 0.124 0.088 0.245
Si 3.836 6.835 28.624 0.017 -0.027 0.01
Si 1.943 6.075 26.484 -0.073 -0.023 0.148
Si 1.957 5.393 23.609 0.096 -0.185 0.462
Si 15.953 10.196 23.835 -0.083 0.017 0.328
Si 15.673 13.007 23.292 -0.07 0.187 0.359
Si 5.039 2.291 26.111 0.232 -0.016 0.083
Si 15.796 4.942 22.623 0.295 -0.012 -0.04
Si 10.533 8.765 28.905 -0.064 0.027 0.021
Si 5.833 8.187 26.843 -0.049 -0.067 0.228
Si 3.622 11.8 29.7 -0.021 -0.092 0.04
Si 10.933 11.07 22.83 0.059 0.032 -0.01
Si 9.719 11.396 27.654 0.075 -0.01 0.039
Si 12.894 0.599 24.873 -0.084 -0.199 0.153
Si 9.697 6.943 31.25 -0.097 -0.128 -0.114
Si 13.718 8.643 31.492 0.304 -0.148 -0.195
Si 15.867 8.064 26.183 -0.063 -0.028 0.241
Si 13.463 11.655 24.473 0.153 0.026 0.141
Si 12.745 14.748 29.199 0.099 -0.021 -0.03
Si 4.392 3.56 23.326 0.055 -0.223 0.295
Si 3.214 3.928 28.152 0.049 -0.05 -0.053
Si 2.831 7.828 22.434 0.027 0.038 0.193
Si 4.498 10.867 26.765 -0.008 0.019 0.275
Si 15.956 4.962 30.291 0.07 0.095 0.041
Si 2.919 0.134 31.725 -0.034 0.008 -0.19
Si 0.632 12.72 29.609 0.063 -0.042 0.009
Si 6.128 10.619 23.023 0.069 -0.005 0.102
Si 13.259 6.094 29.818 -0.007 -0.033 -0.081
Si 8.524 10.513 24.834 0.025 -0.152 0.236
Si 7.086 7.321 33.015 -0.033 -0.088 -0.079
Si 1.687 1.455 29.352 0 -0.074 -0.057
Si 9.049 0.556 33.332 0.05 0.061 -0.036
Si 13.619 0.936 27.867 -0.015 -0.031 -0.022
Si 10.625 6.192 26.936 -0.045 0.004 0.074
Si 11.283 5.075 33.027 -0.138 0.077 -0.336
Si 15.08 3.498 27.642 0.005 -0.061 0.107
Si 0.479 13.061 26.789 0.004 0.101 -0.005
Si 2.344 9.166 29.779 0 -0.039 0.022
Si 16.382 0.911 26.941 0.12 -0.04 0.023
Si 0.299 10.325 28.002 0.028 0.034 0.022
Si 13.678 6.079 26.759 -0.052 0.038 0.225
Si 3.852 2.451 33.653 -0.003 -0.127 -0.281
Si 4.308 14.617 33.521 -0.08 0.013 -0.319
Si 2.896 7.588 33.251 -0.033 0.063 -0.194
Si 4.907 5.335 33.331 0.012 0.144 -0.172
Si 5.64 12.522 31.81 -0.109 -0.07 -0.156
Si 5.139 9.654 32.991 -0.139 -0.025 -0.267
Si 10.384 2.67 31.624 0.062 0.193 -0.189
Si 16.021 2.379 31.52 0.176 0.019 -0.105
Si 12.645 10.765 29.794 -0.006 0.017 0.001
Si 10.388 4.709 29.441 -0.062 -0.035 -0.1
Si 8.334 13.958 32.463 -0.001 -0.091 -0.275
Si 10.398 12.955 30.172 0.035 -0.065 0.024
Si 13.143 2.93 32.567 0.091 0.012 -0.244
Si 0.152 16.27 33.022 -0.026 0.063 -0.386
Si 0.345 7.713 31.482 0.028 -0.111 -0.167
Si 12.709 9.602 34.086 -0.035 -0.318 0.016
Si 15.008 14.059 31.475 0.084 0.2 -0.294
Si 14.61 12.117 33.918 0.191 0.045 -0.141
O 1.55 15.885 32.301 -0.19 -0.067 -0.234
O 0.239 15.899 34.601 0.269 -0.183 0.185
O 2.511 2.976 34.395 -0.222 0.094 0.175
O 4.646 1.539 34.78 -0.102 -0.136 0.016
O 15.241 6.583 35.528 -0.235 0.089 0.906
O 0.908 4.515 35.522 0.307 -0.188 0.612
O 3.61 9.023 32.825 -0.169 0.226 -0.063
O 2.879 7.526 34.875 0.263 -0.136 -0.041
O 15.971 11.31 34.394 -0.027 -0.158 0.252
O 1.263 9.536 35.403 0.118 0.196 0.131
O 3.931 12.134 35.53 0.054 0.065 0.468
O 2.952 14.302 34.409 -0.06 -0.176 0.213
O 7.047 13.333 31.643 0.017 0.024 0.194
O 5.415 15.431 34.444 -0.004 0.255 0.07
O 11.89 2.092 31.916 -0.038 -0.124 0.228
O 8.175 1.548 34.355 0.087 0.188 0.092
O 4.906 5.609 34.932 -0.118 0.259 0.125
O 6.831 3.823 35.342 -0.161 0.271 0.409
O 9.554 6.698 35.499 0.222 -0.173 0.104
O 7.42 7.789 34.548 0.307 -0.068 0.31
O 5.388 10.085 34.548 0.033 0.086 0.378
O 9.406 12.451 28.918 -0.228 0.253 0.096
O 9.774 11.978 35.29 -0.314 -0.077 0.389
O 8.222 13.434 34.004 -0.248 -0.158 0.45
O 10.359 0.111 34.233 -0.001 -0.263 0.262
O 12.245 14.929 35.228 -0.118 0.102 0.312
O 14.982 1.282 35.481 -0.103 -0.03 -0.041
O 13.335 2.671 34.17 -0.079 -0.263 0.284
O 11.453 5.192 34.629 -0.034 0.104 0.279
O 11.912 5.204 29.743 0.107 0.031 -0.104
O 13.618 8.545 34.9 -0.184 0.158 -0.128
O 13.785 10.111 30.76 -0.103 -0.011 0.247
O 11.263 9.849 34.782 0.135 -0.214 -0.008
O 12.601 8.871 32.649 -0.163 0.246 0.069
O 14.558 12.843 32.461 -0.226 -0.49 0.279
O 14.374 13.3 34.996 -0.041 0.185 0.063
O 0.291 4.337 21.402 -0.102 0.234 -0.014
O 2.457 2.774 20.804 0.251 -0.045 -0.264
O 4.596 2.378 22.204 0.254 0.031 -0.291
O 5.576 4.68 23.43 -0.389 0.329 0.098
O 5.814 9.86 26.982 -0.048 -0.013 -0.089
O 2.78 8.456 23.929 -0.07 -0.058 -0.052
O 4.305 7.31 21.985 -0.193 0.114 -0.009
O 8.491 8.874 24.956 -0.15 0.209 -0.293
O 1.822 15.135 22.082 -0.247 -0.156 0.234
O 16.359 0.274 21.087 0.082 -0.18 -0.391
O 4.047 13.966 21.629 0.024 -0.032 -0.07
O 5.52 11.787 22.05 0.035 0.103 -0.333
O 5.544 5.472 20.709 -0.006 0.005 -0.244
O 9.27 1.687 25.016 0.089 0.193 -0.022
O 9.966 1.287 22.394 0.301 0.095 -0.658
O 11.486 16.093 21.061 -0.151 0.055 -0.363
O 6.932 9.558 22.089 -0.134 0.071 0.349
O 10.717 5.716 21.14 -0.02 0.031 -0.391
O 8.617 7.845 21.074 -0.016 0.377 -0.558
O 8.437 13.66 21.175 0.136 0.078 -0.497
O 6.296 15.501 24.665 0.119 -0.174 -0.006
O 10.582 12.253 21.769 0.152 -0.049 -0.246
O 11.585 9.836 21.972 0.113 -0.1 -0.122
O 12.28 3.665 22.069 0.068 0.169 -0.034
O 13.228 1.888 23.934 0.187 0.291 -0.21
O 2.889 7.069 27.329 0.133 0.343 -0.104
O 14.255 1.936 21.478 0.099 0.222 0.176
O 0.49 6.806 26.441 0.135 0.097 0.065
O 0.088 11.769 24.048 0.073 0.246 0.127
O 2.378 8.888 21.312 0.466 -0.232 0.248
O 15.197 6.381 22.122 0.148 0.31 -0.114
O 11.935 11.551 24.007 -0.002 -0.065 -0.136
O 13.542 14.069 20.977 0.199 -0.073 -0.627
O 13.563 8.242 21.258 0.207 0.039 -0.467
O 15.73 12.633 21.716 -0.061 0.022 -0.068
O 4.412 3.08 27.4 0.198 -0.006 0.214
O 16.041 2.51 26.736 0.149 0.016 -0.26
O 7.09 1.367 23.629 -0.114 0.092 -0.459
O 14.625 3.967 23.136 -0.039 0.041 0.249
O 4.865 9.911 23.737 -0.043 -0.014 -0.353
O 7.953 3.867 24.369 0.041 0.053 0.038
O 10.678 7.479 27.935 0.068 0.109 0.197
O 12.114 5.971 26.286 0.215 0.059 -0.341
O 16.383 11.223 29.359 0.082 -0.221 0.084
O 2.025 13.177 26.317 0.101 -0.19 -0.015
O 3.878 15.872 23.649 -0.265 0.088 -0.456
O 2.972 13.404 23.91 0.065 0.032 -0.394
O 6.814 15.593 22.034 0.125 -0.124 -0.457
O 14.107 12.967 23.764 -0.053 0.194 0.113
O 11.39 0.094 24.428 -0.23 -0.155 -0.322
O 0.275 1.627 30.198 -0.274 -0.058 -0.059
O 7.263 7.438 26.644 -0.055 -0.084 -0.188
O 10.168 4.863 27.818 -0.045 0.021 -0.078
O 10.869 6.473 32.295 -0.024 0.193 0.1
O 12.719 4.519 32.474 0.233 0.202 -0.174
O 7.121 11.12 24.232 -0.303 -0.101 -0.053
O 14.313 10.334 23.982 -0.023 -0.044 -0.287
O 8.841 15.776 23.835 -0.035 0.013 -0.209
O 0.005 13.51 30.856 -0.02 -0.202 0.379
O 15.08 0.213 27.656 0.025 -0.135 0.198
O 4.323 2.919 24.809 -0.074 0.021 -0.247
O 2.062 4.577 27.163 -0.224 0.137 -0.155
O 14.398 4.606 26.649 0.071 0 -0.386
O 1.821 6.558 22.47 -0.233 0.223 -0.155
O 5.272 7.492 28.217 0.247 0.258 0.023
O 0.11 9.789 22.347 0.018 0.059 -0.419
O 13.757 6.497 28.33 0.018 0.068 -0.183
O 16.331 9.006 24.912 0.05 0.01 -0.172
O 15.775 13.972 26.007 0.048 -0.007 -0.044
O 4.054 15.438 32.116 0.083 -0.009 0.203
O 4.628 0.716 26.056 -0.217 -0.192 0.035
O 7.698 4.68 21.921 -0.135 0.181 -0.293
O 7.529 6.447 24.094 -0.134 -0.001 -0.439
O 4.964 7.874 25.481 -0.249 -0.198 -0.303
O 9.526 9.876 28.257 -0.11 0.044 -0.075
O 10.072 8.275 30.386 0.096 0.141 0.166
O 9.577 6.506 25.736 -0.127 -0.311 -0.073
O 4.549 12.138 25.732 -0.217 -0.09 0.003
O 1.344 7.447 32.742 0.182 -0.209 -0.017
O 3.34 10.326 30.36 -0.128 0.053 -0.267
O 4.141 14.647 25.985 -0.05 -0.009 0.07
O 13.564 11.884 26.08 0.319 -0.183 0.027
O 14.067 15.845 24.762 0.18 -0.164 0.01
O 12.928 13.968 27.745 -0.105 0 0.009
O 12.814 1.033 26.445 -0.111 -0.08 0.034
O 12.801 16.371 28.908 0.089 0.182 0.222
O 13.932 2.497 28.328 -0.102 -0.103 -0.167
O 6.37 5.853 32.796 0.151 -0.083 0.193
O 15.233 8.165 31.931 -0.237 0.162 0.149
O 14.391 5.239 30.589 -0.138 -0.213 0.214
O 16.122 14.561 23.592 0.248 -0.246 -0.055
O 13.465 11.633 28.689 0.178 -0.074 -0.085
O 9.603 10.705 23.647 -0.088 -0.187 -0.332
O 14.433 7.287 25.943 0.02 -0.134 -0.37
O 13.885 14.358 30.321 0.092 -0.137 0.301
O 1.303 0.799 27.896 -0.054 -0.175 -0.224
O 2.579 5.921 25.005 -0.014 -0.182 -0.147
O 2.95 4.251 23.029 -0.131 0.301 -0.319
O 3.89 5.219 28.954 0.048 0.013 -0.135
O 0.327 6.393 30.48 0.201 0.075 0.04
O 15.773 9.058 27.51 0.159 -0.008 0.008
O 1.784 9.669 28.315 0.206 -0.28 -0.272
O 3.387 9.901 26.025 0.174 0.039 -0.337
O 0.161 0.094 25.521 0.109 -0.108 -0.062
O 4.081 11.534 28.168 0.211 0.007 -0.262
O 0.354 13.646 28.302 -0.226 0.227 -0.038
O 6.694 2.356 26.075 -0.068 0.138 0.086
O 2.705 0.428 30.128 0.172 -0.066 0.241
O 4.892 13.174 33.091 -0.207 -0.151 0.125
O 4.798 12.658 30.418 -0.176 -0.112 0.145
O 3.369 1.551 32.387 -0.028 0.181 -0.006
O 4.692 3.732 33.046 0.058 -0.105 0.183
O 13.385 11.065 33.974 0.098 0.183 -0.121
O 2.247 12.651 29.806 -0.157 -0.016 0.127
O 5.647 10.917 32.088 -0.084 0.114 0.308
O 6.092 8.461 32.458 -0.279 -0.058 0.052
O 9.368 1.47 32.003 -0.013 -0.342 0.208
O 8.371 15.605 32.655 -0.008 0.358 -0.106
O 10.138 3.949 32.636 0.103 -0.117 0.213
O 9.586 13.383 31.54 -0.001 0.154 0.143
O 8.402 7.328 32.106 -0.056 0.248 0.097
O 3.726 6.28 32.699 0.054 -0.058 0.127
O 10.196 3.196 30.063 -0.133 -0.165 0.094
O 9.358 5.714 30.218 -0.035 0.086 0.177
O 11.235 11.841 27.218 0.005 0.093 -0.013
O 8.854 11.325 26.242 0.006 0.1 0.017
O 11.472 11.716 30.48 -0.122 -0.105 0.239
O 11.962 9.515 29.012 0.119 -0.219 -0.069
O 0.165 3.927 31.415 0.099 -0.023 -0.202
O 14.395 2.501 31.609 -0.171 -0.132 -0.089
O 0.01 1.498 32.83 -0.079 0.088 0.078
O 0.205 11.437 26.797 -0.191 -0.001 0.001
O 1.009 8.959 30.681 0.156 0.294 0.187
O 15.986 4.272 28.792 -0.093 -0.021 -0.093
O 2.453 2.89 29.157 0.129 0.209 0.269
O 3.174 7.749 29.804 -0.157 0.19 0.13
O 15.337 15.445 32.287 -0.02 0.242 0.154
O 11.275 14.29 29.763 -0.118 -0.083 -0.061
O 13.041 7.489 30.586 -0.021 0.175 0.188
O 0.417 4.967 23.905 -0.089 -0.093 -0.342
Si 16.352 16.36 5.554 -0.06 -0.035 -0.05
Si 2.685 2.697 5.559 -0.03 0.022 -0.013
Si 16.357 5.434 5.595 0.05 0.008 0.034
Si 2.735 8.191 5.596 0.038 0.075 0.042
Si 16.36 10.968 5.6 -0.009 -0.022 0.021
Si 2.718 13.682 5.502 0.055 0.024 -0.098
Si 5.45 16.335 5.519 -0.088 -0.026 -0.038
Si 8.172 2.62 5.508 -0.076 -0.068 -0.045
Si 5.467 5.388 5.563 -0.006 -0.002 -0.041
Si 8.168 8.139 5.511 -0.017 -0.008 -0.063
Si 5.428 10.919 5.511 -0.015 -0.047 -0.085
Si 8.164 13.608 5.521 0.01 -0.034 -0.031
Si 10.861 16.352 5.531 -0.001 -0.049 -0.062
Si 13.594 2.692 5.592 0.024 -0.047 -0.001
Si 10.884 5.392 5.581 -0.061 0.019 0
Si 13.608 8.171 5.578 -0.066 -0.066 -0.006
Si 10.882 10.898 5.522 0.048 -0.006 -0.012
Si 13.623 13.643 5.521 -0.01 -0.004 -0.031
Si 1.327 1.331 6.922 0.013 0.018 -0.004
Si 4.072 4.059 6.925 -0.012 0.025 -0.018
Si 1.348 6.819 6.931 -0.037 0 -0.017
Si 4.098 9.571 6.93 -0.031 -0.012 0.018
Si 1.365 12.331 6.913 -0.042 -0.009 0.006
Si 4.081 15.012 6.906 0.027 -0.029 0.01
Si 6.804 1.3 6.902 0.061 0.025 -0.009
Si 9.507 4.022 6.91 0.022 0.077 -0.01
Si 6.821 6.789 6.912 0.031 -0.018 -0.007
Si 9.527 9.525 6.891 0.033 -0.014 -0.013
Si 6.802 12.264 6.895 0.011 0.017 0.026
Si 9.521 14.982 6.9 0.02 0.024 0.021
Si 12.237 1.308 6.923 0.047 0.04 0.026
Si 14.987 4.064 6.943 -0.019 0.042 0.005
Si 12.252 6.791 6.934 0.045 0.008 0.011
Si 14.996 9.559 6.925 0.028 0.006 -0.019
Si 12.261 12.275 6.891 -0.016 0.009 -0.019
Si 14.991 15.001 6.916 0.039 0.015 -0.002
Si 16.387 2.718 8.297 -0.024 -0.012 -0.007
Si 2.729 16.393 8.281 -0.017 0.012 0.004
Si 16.395 8.21 8.279 -0.014 -0.024 0.005
Si 2.731 5.461 8.288 -0.004 -0.012 0.018
Si 16.398 13.68 8.288 -0.005 0.004 0.012
Si 2.732 10.953 8.276 -0.008 -0.033 0.001
Si 5.459 2.701 8.274 -0.018 0.01 -0.001
Si 8.183 16.365 8.275 -0.041 -0.037 0
Si 5.473 8.192 8.277 0.002 0.011 0.013
Si 8.183 5.432 8.285 -0.022 -0.005 0.01
Si 5.456 13.648 8.267 -0.057 -0.038 -0.002
Si 8.183 10.912 8.267 0 -0.01 0
Si 10.905 2.703 8.287 -0.007 -0.037 -0.016
Si 13.647 16.382 8.289 -0.034 -0.029 -0.001
Si 10.905 8.189 8.284 -0.039 -0.045 -0.001
Si 13.649 5.459 8.299 0.03 0.026 -0.006
Si 10.917 13.649 8.272 0.026 -0.001 0
Si 13.643 10.94 8.281 -0.022 -0.03 0.004
Si 1.364 4.101 9.655 0.014 0.016 -0.001
Si 4.094 1.361 9.654 0.012 0.004 -0.004
Si 1.372 9.58 9.636 -0.014 0.018 0.01
Si 4.1 6.841 9.652 -0.008 0.012 0.004
Si 1.37 15.042 9.661 -0.009 0.012 -0.007
Si 4.1 12.304 9.651 0.024 0.013 0.005
Si 6.808 4.086 9.653 -0.001 0.015 -0.007
Si 9.545 1.341 9.645 0.031 0.041 -0.01
Si 6.827 9.562 9.656 0.026 -0.024 0.001
Si 9.546 6.821 9.649 0.034 0.01 -0.003
Si 6.821 15.012 9.638 0.039 0.039 -0.008
Si 9.557 12.282 9.64 0.005 0.003 -0.015
Si 12.284 4.084 9.644 0.003 0.018 -0.003
Si 15.029 1.352 9.66 0.018 0.031 -0.006
Si 12.286 9.567 9.645 0.026 0.021 0.001
Si 15.036 6.842 9.64 0.003 0 0.012
Si 12.291 15.014 9.65 0.018 0.011 -0.002
Si 15.038 12.302 9.644 0.024 0.006 -0.003

Results
total energy: -115456.244 eV
total energy less fixed offsets of O -438.35, Si -107.03 eV per atom: 10.096 eV
